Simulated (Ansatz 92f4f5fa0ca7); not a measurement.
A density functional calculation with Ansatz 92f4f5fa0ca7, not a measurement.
Periodic cell of 252 atoms, Si144O100N8, from a study of silicon, its oxide and their interface. The atomic structure is a simulated model.
This geometry differs little from another in the collection (a relaxation step or a small displacement).

Settings
functional: r2SCAN
potential files: Ansatz PAW
basis: plane waves
wave-function cutoff: 800 eV
density cutoff ratio: 5
exchange-correlation grid ratio: 1
k mesh: 1 x 1 x 1, shifted by 0.5 0.5 0 of a step
self-consistency stop: 1e-10 eV per atom in the density residual
occupations: fixed
spin: none
net charge: 0

Cell vectors (angstrom)
a 10.887 0 0
b 0 10.887 0
c 0 0 35.4142

Atoms: element, x, y, z (angstrom)
Si -0.1763 0.2053 0.1897
Si 2.7196 2.1164 0.0582
Si -0.4124 5.7326 -0.0058
Si 3.046 7.7198 0.1006
Si 4.9964 0.0607 -0.0191
Si 8.2724 2.1651 0.2348
Si 5.1816 5.571 0.0723
Si 8.2373 7.9383 -0.1927
Si 1.2927 1.2619 1.6502
Si 4.0062 3.86 1.23
Si 1.2579 6.758 1.3528
Si 4.1747 9.2886 1.4553
Si 6.5752 1.1811 1.4857
Si 9.4197 4.0089 1.2726
Si 6.7098 6.852 1.3426
Si 9.4861 9.3909 1.2605
Si -0.0768 2.7608 2.7819
Si 2.7494 -0.1636 2.7865
Si -0.0006 8.1687 2.7308
Si 2.6276 5.2815 2.6328
Si 5.3944 2.7168 2.7645
Si 8.0777 -0.1705 2.7163
Si 5.5234 8.1188 2.887
Si 8.0988 5.4143 2.6463
Si 1.3236 4.0494 4.1404
Si 4.0659 1.3069 4.0954
Si 1.3359 9.4805 4.1458
Si 4.0325 6.703 4.0255
Si 6.7708 4.0914 4.0726
Si 9.4415 1.316 4.0345
Si 6.8344 9.4711 4.2349
Si 9.5031 6.7651 4.0291
Si -0.0285 0.0083 5.4337
Si 2.7101 2.6738 5.4605
Si -0.0175 5.458 5.4445
Si 2.7204 8.1046 5.4343
Si 5.4455 0.0109 5.4869
Si 8.1336 2.7182 5.4125
Si 5.4198 5.4251 5.4414
Si 8.2071 8.0993 5.4986
Si 1.3398 1.3483 6.8213
Si 4.0873 4.0606 6.7996
Si 1.3632 6.7956 6.8111
Si 4.0621 9.5205 6.7964
Si 6.8031 1.3946 6.814
Si 9.502 4.0896 6.7784
Si 6.7913 6.7796 6.8231
Si 9.5476 9.5142 6.8144
Si -0.0029 2.7601 8.1316
Si 2.7192 0.0041 8.1934
Si 0.0512 8.1904 8.1706
Si 2.7472 5.4479 8.1442
Si 5.4823 2.7706 8.1835
Si 8.1794 0.0252 8.1292
Si 5.4454 8.1897 8.1423
Si 8.1905 5.4657 8.1889
Si 1.3723 4.1144 9.4838
Si 4.1224 1.4065 9.5071
Si 1.3538 9.5431 9.5828
Si 4.0705 6.8585 9.5015
Si 6.8306 4.149 9.572
Si 9.5386 1.3961 9.4743
Si 6.8254 9.5522 9.4737
Si 9.5964 6.8431 9.5346
Si -0.019 0.0792 10.8858
Si 2.7517 2.7969 10.8296
Si 0.1053 5.4989 10.9048
Si 2.711 8.1625 10.9363
Si 5.4825 0.0184 10.838
Si 8.2401 2.7601 10.8618
Si 5.4809 5.6043 10.8779
Si 8.2665 8.2872 10.8329
Si 1.4312 1.3873 12.1707
Si 4.0257 4.2861 12.1534
Si 1.3727 6.8491 12.4167
Si 4.0966 9.5693 12.1925
Si 6.8703 1.3819 12.164
Si 9.686 4.077 12.2027
Si 6.9253 6.9866 12.1849
Si 9.4882 9.6879 12.3148
Si 0.2351 2.7856 13.5955
Si 2.7143 -0.0083 13.5722
Si -0.0501 8.3133 13.6668
Si 2.8309 5.5576 13.8388
Si 5.3817 2.7796 13.2421
Si 8.1585 0.2132 13.7931
Si 5.6083 8.4538 13.5556
Si 8.295 5.4772 13.4118
Si 1.8071 3.7976 15.1033
Si 4.0582 1.5349 14.6684
Si 1.2025 9.7828 15.074
Si 4.7615 6.6775 14.799
Si 6.6921 4.1888 14.4685
Si 9.9732 1.2606 14.928
Si 6.3659 10.281 15.1735
Si 9.3 7.0121 14.8652
Si -14.9193 -2.0739 20.9275
Si 6.5343 14.1881 21.6766
Si -3.0524 -5.0039 21
Si 11.6956 2.4873 19.4755
Si 6.5203 0.4863 22.8786
Si 6.7276 18.8268 16.6148
Si -1.6655 -9.2952 17.8653
Si 2.6126 9.9555 17.8248
Si -3.696 10.3671 18.2854
Si 14.5631 7.6148 23.8426
Si 10.6448 -5.5238 17.0046
Si 3.6654 -11.3891 22.9759
Si 4.1134 15.6533 23.1386
Si 0.8274 3.049 28.483
Si 8.6384 -3.9043 28.0485
Si 4.1461 -3.078 19.5291
Si 14.0081 12.9746 17.3415
Si -0.0233 11.3027 27.2948
Si -3.7247 3.8259 33.6351
Si -6.3919 17.7587 30.0979
Si 2.503 -10.4573 20.3893
Si -8.4938 -2.3855 31.413
Si 10.8074 -5.4271 19.9755
Si 13.1323 6.488 21.6639
Si 11.2719 2.3634 31.4001
Si 5.1905 1.8022 19.2827
Si -3.1332 4.4296 29.0407
Si 13.1145 0.3666 25.6666
Si 2.2868 -11.4168 33.9689
Si -4.7596 -4.895 18.5595
Si 11.3112 -1.1205 29.7497
Si 3.8882 3.0204 25.6918
Si -4.6346 5.1983 31.4903
Si -11.8971 6.0015 30.3312
Si 17.0962 8.4652 28.4531
Si 3.0144 15.8271 27.9628
Si 19.719 5.9546 32.9819
Si -13.9993 14.7759 17.1934
Si -4.0116 -1.0016 33.0521
Si -4.7727 11.665 25.7712
Si 1.4412 4.1154 33.4635
Si 15.8414 -12.0345 30.619
Si 11.2038 5.7046 27.8388
Si 8.0439 -9.4896 28.188
Si -12.7819 22.1226 31.0677
Si 2.5714 -10.5111 31.1134
Si 14.4693 6.1446 32.8881
Si 15.0293 9.28 26.3262
O -5.7107 -11.4317 25.6667
O 0.7488 -0.0722 34.2673
O -8.5992 -18.0704 28.7309
O 0.6341 5.2423 34.2589
N 4.0518 6.583 34.5325
O 5.7929 9.3825 31.9575
O 0.4374 3.6944 32.2784
O 7.6075 -2.1932 33.8827
O 11.5037 0.1728 25.8152
O 5.9565 -3.6636 29.4559
O 6.3211 4.8698 34.5398
N 9.2442 6.693 34.5095
O 0.8907 4.3935 16.3457
N 3.0007 2.6036 15.6971
O -4.8608 -1.095 29.3751
O -3.5089 -7.51 15.7094
O 0.0907 10.9345 15.3783
O 3.6936 8.8877 18.3918
O 13.6057 -0.4983 21.6661
O 1.7826 9.3148 16.5593
O 10.4023 6.6022 16.003
O 7.0298 11.4489 24.427
O 20.2572 11.8995 27.3328
O 25.3305 -13.6746 25.3674
O 0.2919 3.8917 20.0457
O 3.2071 11.3427 17.2261
O 7.5062 9.3864 19.5413
O 6.5741 -5.2252 20.041
O -8.1635 -8.9838 25.8552
O -2.2137 4.3765 33.3648
O 1.4719 -9.2431 20.6797
O -6.3258 6.2514 23.689
O 6.4752 -6.1668 17.65
O 16.2285 8.4154 20.4476
O 5.2545 0.5966 15.3765
O 20.9529 17.616 27.2496
O 2.8558 15.5821 32.9466
N -4.2232 -1.2578 16.7887
O 7.6404 -2.6591 27.69
O 5.3215 3.9253 22.52
O 3.7633 5.9041 29.0095
O -0.8992 23.2162 31.7521
O -2.9565 7.6109 15.5563
O -9.2757 10.8673 29.8729
O 6.444 4.6973 29.9495
O 8.6266 11.0021 17.9027
O 4.888 0.5492 22.842
O 3.9334 4.1782 26.848
O -18.8718 -0.655 26.7638
O -2.6888 11.7413 29.7191
O 0.2616 -4.9828 18.4433
O 18.5012 18.338 21.4958
O 5.9349 13.7873 20.2025
O -16.488 23.9566 25.6346
O 4.5971 6.4738 18.7009
O -0.0459 -6.7691 27.5977
O -3.8083 1.8689 22.2217
O 12.7214 -22.2177 19.1704
O 8.0397 13.5444 18.1986
O 5.6131 -5.5879 14.9668
O 3.0097 5.0761 21.969
O 10.4221 1.6949 18.903
O 11.647 -4.6597 21.1094
O -1.7162 4.71 17.1662
O -8.9828 1.751 31.6279
O 7.4229 6.1882 32.1339
O 15.0307 0.2881 30.6613
O 1.901 2.6064 18.2694
O 7.3599 -8.4865 34.2958
O 6.8751 0.794 27.2054
O 6.9416 10.0175 22.0404
O 4.9642 -2.4169 27.4285
O 7.7728 13.8757 28.3222
O 20.1487 16.6818 20.2605
O 9.9684 10.0322 30.6022
O 7.7025 -6.4225 21.8287
O 11.8317 1.6023 27.8125
O -9.1337 2.8266 34.3651
O 3.9504 -9.8275 20.022
O 2.9572 18.2589 20.5098
O -1.1955 1.971 16.3642
O 3.5536 3.8421 24.3302
O 11.2511 5.875 29.4737
N 2.4158 10.0196 32.276
O 0.1156 2.7766 29.8797
O 0.0368 9.9191 28.1699
O 15.4183 2.5606 17.9975
O 17.053 0.6197 18.7775
O 2.6839 10.7568 24.1933
O -8.4562 8.8611 34.5381
O -0.8693 -4.6216 31.9069
O 1.0851 -13.3414 30.4083
O -2.9215 -0.1307 32.2175
O 4.3219 8.9035 23.0944
O 9.0098 -6.2432 30.0555
O 7.8321 16.465 27.8864
O 1.8324 -5.0182 27.2745
O 24.0343 18.1867 23.0782
O 17.193 -7.1145 32.2743
O -1.3809 1.2175 35.139
N -17.0124 -15.7292 31.602
O -5.66 7.4013 16.2104
O 7.0641 7.1988 18.0006
N 3.426 0.6437 34.7241
O 6.0096 10.7054 34.133
O 2.445 7.1937 32.3554
N 3.8113 8.4361 30.4163
O 9.05 7.2128 29.6066

Results
free energy: -152233.011 eV
free energy less fixed offsets of N -386.36, O -570.45, Si -639.56 eV per atom: -0.491 eV

Forces (eV/angstrom), in the order of the atoms: element, x, y, z
Si 0.0136 0.0022 -0.0792
Si -0.0157 0.0001 -0.0819
Si 0.0063 0.0087 -0.0953
Si 0.0046 0.0064 -0.0873
Si 0.0162 0.0005 -0.0942
Si -0.0094 0.0012 -0.0821
Si 0.0093 0.0071 -0.0806
Si -0.0016 -0.0012 -0.1057
Si 0.0004 0.004 0.0036
Si 0.0012 0.0003 0.0047
Si 0.0008 -0.0026 0
Si -0.0057 0.0052 -0.0004
Si -0.0037 -0.0039 -0.0043
Si 0.0028 -0.0013 0.0024
Si 0.0012 -0.0034 0.0041
Si -0.0025 0.0013 0.0061
Si -0.0007 0.0018 -0.0014
Si 0.0015 -0.0016 -0.0022
Si 0 0.0016 -0.0017
Si 0.0016 0.001 0.0007
Si -0.0021 0.0016 0.0002
Si 0.0016 0.0018 -0.0025
Si -0.001 -0.002 -0.0018
Si -0.003 0.0005 0.003
Si 0.0026 0.0017 -0.0002
Si 0.002 0.0002 -0.0004
Si 0.0012 -0.0006 0.001
Si -0.0021 0.0009 -0.0004
Si 0.0006 0.0029 0.0007
Si -0.0006 -0.0015 -0.0001
Si -0.0013 0.0014 0.0014
Si 0.0001 0.0002 -0.0003
Si 0.0004 0.0015 0.0004
Si 0.0005 0.0001 0.0004
Si 0.0001 0.0019 0.0005
Si 0.0005 0.0003 0.0006
Si -0.0001 0.0007 0.0023
Si 0.0001 0.0014 0.001
Si 0.0006 0.0015 -0.0001
Si -0.0002 0.0006 0.0018
Si 0 0.0005 0.0004
Si 0.0015 0.0005 0.0005
Si 0.001 0.002 0.0007
Si 0.0003 0.0017 0.001
Si 0 0.0009 0.0012
Si -0.0003 0.0015 0.0007
Si 0.0015 0.0005 0.0005
Si 0.0001 0.0006 0.0011
Si 0 -0.0003 0.0009
Si 0.0012 0.0006 0.0024
Si -0.0012 0.0011 0.0004
Si -0.0003 0.0019 0.0003
Si 0 -0.0001 0.0008
Si 0.0007 0.0002 0.0008
Si 0 0.001 0.0004
Si 0.0002 0.0009 0.0007
Si 0.0014 0.0008 0.0015
Si 0.0009 -0.0005 -0.0003
Si 0.0007 0.0014 0.0019
Si 0.0011 -0.0001 0.0017
Si 0 0.0001 0.0017
Si 0.0005 0.0004 0.0009
Si 0.0009 0.0001 0.0025
Si 0.0007 0.0014 -0.0008
Si -0.0013 0.0022 0
Si -0.0007 0.0028 -0.0003
Si 0.0003 0.0004 -0.0003
Si 0.0023 -0.0006 0.0002
Si 0.0012 0.0002 -0.0001
Si 0.002 -0.0016 0.001
Si -0.0011 0.0026 -0.0003
Si 0.0002 0.0007 0
Si -0.0007 -0.0009 -0.0012
Si 0.002 -0.0004 -0.0004
Si 0.0003 -0.0013 0.0009
Si 0.0031 0.0018 0.0002
Si -0.0042 -0.0013 -0.0015
Si 0 0.0036 -0.0019
Si 0.0024 0.0029 -0.002
Si 0.0031 0.001 0.0008
Si 0.0011 -0.0035 0.0062
Si -0.0013 -0.0024 0.0067
Si -0.0014 0.0019 -0.0008
Si -0.0049 0.0003 0.0039
Si -0.0015 0.0052 0.0003
Si 0.0022 0.0002 0.0082
Si -0.0042 -0.0052 0.0006
Si 0.0044 -0.0054 0.0027
Si 0.0092 0.007 -0.0959
Si 0.0147 -0.0095 -0.0679
Si -0.018 0.0073 -0.111
Si -0.0226 -0.0112 -0.0783
Si -0.0133 0.0155 -0.0781
Si 0.0046 -0.0173 -0.099
Si -0.0004 0.011 -0.1013
Si -0.002 0.0025 -0.0881
Si 0.0115 -0.0334 -0.2593
Si 0.0288 0.0226 -0.248
Si 0.0001 0.0121 -0.1818
Si -0.0141 -0.0126 -0.2007
Si 0.031 -0.0193 -0.2971
Si -0.011 0.0137 -0.1841
Si -0.0058 0.0139 -0.185
Si -0.0303 0.0007 -0.2342
Si 0.0057 -0.0165 -0.2346
Si -0.0161 -0.0404 -0.2797
Si 0.0095 -0.0097 -0.2079
Si 0.0091 -0.0062 -0.3132
Si 0.039 0.0238 -0.2726
Si 0.0486 -0.0085 -0.2087
Si 0.0027 0.0104 -0.1701
Si 0.0275 0.0109 -0.2393
Si -0.0089 0.0154 -0.231
Si 0.0353 0.022 -0.2301
Si -0.0008 0.0242 -0.1788
Si -0.0034 -0.0065 -0.2483
Si -0.0302 0.0495 -0.2514
Si -0.0069 -0.0098 -0.1949
Si -0.0037 -0.0369 -0.2303
Si -0.0531 0.0173 -0.2631
Si -0.029 -0.0277 -0.2209
Si -0.0033 -0.0275 -0.2234
Si 0.0255 -0.0335 -0.2018
Si 0.0875 -0.0181 -0.2597
Si -0.0067 -0.0317 -0.2006
Si 0.0323 0.0172 -0.2259
Si -0.037 0.0175 -0.209
Si 0.0048 -0.0113 -0.2736
Si -0.0124 0.0123 -0.2102
Si 0.0065 -0.0008 -0.2297
Si -0.0346 0.0169 -0.2449
Si 0.0161 -0.0661 -0.2361
Si -0.001 -0.0036 -0.2441
Si 0.0166 -0.0155 -0.1724
Si 0.0048 0.0212 -0.2469
Si -0.0121 -0.0048 -0.3086
Si -0.013 -0.0025 -0.1925
Si 0.0191 -0.0001 -0.2136
Si 0.0307 -0.0072 -0.1793
Si -0.048 -0.0336 -0.2605
Si 0.0182 0.012 -0.2299
Si -0.0036 0.0231 -0.1845
Si 0.006 0.0151 -0.2284
Si -0.0584 0.0168 -0.2844
O -0.0107 -0.0296 0.1184
O -0.0304 0.0111 0.0934
O -0.0262 -0.0117 0.0797
O -0.0355 0.0326 0.1013
N 0.0085 0.0104 0.1485
O 0.0555 0.0063 0.1472
O 0.0325 0.0485 0.124
O 0.0317 -0.0467 0.1202
O -0.0639 0.0038 0.1287
O -0.032 -0.0388 0.1155
O -0.0395 0.0304 0.0954
N 0.0131 0.0188 0.1296
O -0.0504 0.0343 0.1081
N 0.0012 -0.0195 0.1279
O -0.0376 0.0205 0.1348
O 0.0247 -0.0043 0.1175
O 0.0023 0.0033 0.0475
O 0.0219 -0.0448 0.1131
O 0.0508 -0.0407 0.1947
O 0.0477 0.0047 0.1484
O 0.0243 -0.0353 0.097
O -0.0077 0.0144 0.2188
O -0.013 0.0083 0.0881
O 0.021 0.0626 0.1883
O -0.002 0.0315 0.0809
O -0.0043 -0.0175 0.0857
O -0.0156 -0.0472 0.1653
O 0.0375 -0.0137 0.1377
O -0.0219 0.0034 0.0848
O -0.0051 -0.0132 0.0868
O 0.0233 -0.031 0.0963
O 0.0012 0.0228 0.0974
O -0.0305 0.0291 0.0896
O 0.0248 0.0193 0.099
O 0.0002 0.0003 0.0506
O -0.015 -0.0039 0.0818
O -0.0142 -0.0105 0.0768
N 0.0146 0.0083 0.1661
O 0.0039 -0.0155 0.074
O -0.0839 0.0334 0.1238
O 0.049 0.0708 0.1507
O 0.0098 0.0126 0.0761
O -0.0421 0.017 0.0854
O 0.0429 0.0105 0.1076
O -0.0397 0.0251 0.1393
O -0.01 -0.0072 0.0696
O -0.0065 -0.0017 0.11
O -0.0341 0.0817 0.1673
O -0.0107 -0.0113 0.1064
O 0.0311 -0.0343 0.1714
O 0.0055 0.0083 0.1658
O 0.0031 0.0124 0.0761
O 0.038 0.0449 0.1574
O -0.0029 -0.0005 0.0905
O -0.0284 0.0237 0.0921
O -0.0024 0.0009 0.0716
O -0.0143 -0.0635 0.1066
O 0.0051 0.0282 0.14
O -0.0077 -0.0115 0.0692
O 0.0086 0.0035 0.0407
O 0.0447 -0.0253 0.1176
O 0.0495 0.0167 0.0958
O 0.0632 0.029 0.1168
O -0.0066 -0.0022 0.0702
O 0.0089 0.0076 0.0794
O 0.0375 -0.0007 0.1031
O -0.0234 -0.0013 0.0753
O -0.0464 0.0019 0.1222
O 0.0194 -0.0281 0.0931
O 0.0784 0.0206 0.1762
O -0.0174 0.0884 0.146
O 0.0941 -0.0432 0.1791
O 0.004 0.0526 0.0856
O -0.035 0.0077 0.0813
O -0.0218 0.0142 0.0874
O -0.019 -0.0413 0.0835
O -0.0088 0.0431 0.1025
O 0.0346 -0.0422 0.1025
O -0.0256 -0.0267 0.1074
O -0.05 -0.046 0.1453
O -0.0209 0.0077 0.1417
O -0.0155 -0.0786 0.1971
O -0.0284 0.0114 0.1317
N -0.0026 0.0198 0.1692
O -0.0146 -0.0239 0.1723
O 0.0092 -0.0481 0.1464
O 0.0425 -0.0116 0.1197
O -0.0336 0.0392 0.0928
O -0.0639 0.0367 0.2193
O 0.0184 -0.0281 0.0935
O -0.0282 0.0055 0.1681
O 0.0431 -0.0125 0.0969
O -0.0582 -0.0366 0.1266
O -0.0113 -0.0183 0.1105
O 0.017 0.0139 0.0931
O -0.0008 -0.0207 0.0867
O -0.0176 -0.0042 0.0827
O 0.0368 0.0343 0.1411
O 0.0239 -0.0289 0.1162
O -0.0004 0.0003 0.0462
N -0.0125 -0.0265 0.1551
O 0.0397 0.0153 0.1001
O -0.012 -0.0454 0.1158
N 0.0227 0.0284 0.0919
O -0.0525 0.0284 0.1255
O 0.0116 -0.0458 0.1051
N -0.0308 0.0166 0.1059
O 0.021 -0.0149 0.1147

The program warned: the cutoff lies below the one the program advises for these potential files; the forces do not sum to zero within the program's tolerance; empty levels may hold ghost states of the PAW files; the exchange-correlation potential is rough where the density is thin.
